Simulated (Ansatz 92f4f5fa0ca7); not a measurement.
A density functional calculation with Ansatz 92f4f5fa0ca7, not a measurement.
Periodic cell of 225 atoms, Si132O91As1H1, from a study of silicon, its oxide and their interface. The atomic structure is a simulated model.
Doubt: the cutoff is far below the 930 eV that the study's wrapper takes by default for these files, so forces and energies are approximate.
This geometry differs little from another in the collection (a relaxation step or a small displacement).

Settings: functional PBE; potential files Ansatz PAW; basis plane waves; wave-function cutoff 580 eV; density cutoff ratio 5; exchange-correlation grid ratio 1; k mesh 1 x 1 x 1, Gamma-centred; self-consistency stop 5e-08 eV per atom in the density residual; occupations fixed; spin none; net charge 0.

Cell vectors (angstrom)
a	10.938	0	0
b	0	10.938	0
c	0	0	32.8318

Atoms: element, x, y, z (angstrom)
Si	0.3915	-0.136	25.2209
Si	5.3042	0.1345	25.3075
Si	3.1435	2.4457	25.4699
Si	8.1072	3.0872	25.3377
Si	-0.0914	5.6608	25.7074
Si	5.7173	5.1774	25.2941
Si	2.5036	8.3989	25.2178
Si	8.633	7.8433	25.3235
Si	1.4646	1.3392	26.7042
Si	6.9408	1.3531	26.5463
Si	4.222	4.075	26.7479
Si	9.5658	4.1081	26.8617
Si	1.4617	6.9466	26.7996
Si	6.8773	6.825	26.5805
Si	4.118	9.5139	26.6101
Si	9.6703	9.6072	26.5359
Si	2.7832	-0.0587	28.0622
Si	8.2539	-0.0245	27.97
Si	0.0429	2.6803	28.0656
Si	5.5632	2.6625	28.0541
Si	2.7887	5.4494	28.054
Si	8.1648	5.5002	28.1009
Si	-0.0002	8.2608	28.0712
Si	5.4947	8.1693	27.9937
Si	4.1018	1.3673	29.4136
Si	9.5708	1.3673	29.4136
Si	1.3673	4.1018	29.4136
Si	6.8362	4.1018	29.4136
Si	4.1018	6.8362	29.4136
Si	9.5708	6.8362	29.4136
Si	1.3673	9.5708	29.4136
Si	6.8362	9.5708	29.4136
Si	0	0	30.7808
Si	5.469	0	30.7808
Si	2.7345	2.7345	30.7808
Si	8.2035	2.7345	30.7808
Si	0	5.469	30.7808
Si	5.469	5.469	30.7808
Si	2.7345	8.2035	30.7808
Si	8.2035	8.2035	30.7808
Si	1.3673	1.3673	32.1481
Si	6.8362	1.3673	32.1481
Si	4.1018	4.1018	32.1481
Si	9.5708	4.1018	32.1481
Si	1.3673	6.8362	32.1481
Si	6.8362	6.8362	32.1481
Si	4.1018	9.5708	32.1481
Si	9.5708	9.5708	32.1481
Si	2.7345	0	0.6835
Si	8.2035	0	0.6835
Si	0	2.7345	0.6835
Si	5.469	2.7345	0.6835
Si	2.7345	5.469	0.6835
Si	8.2035	5.469	0.6835
Si	0	8.2035	0.6835
Si	5.469	8.2035	0.6835
Si	4.1018	1.3673	2.0507
Si	9.5708	1.3673	2.0507
Si	1.3673	4.1018	2.0507
Si	6.8362	4.1018	2.0507
Si	4.1018	6.8362	2.0507
Si	9.5708	6.8362	2.0507
Si	1.3673	9.5708	2.0507
Si	6.8362	9.5708	2.0507
Si	0	0	3.418
Si	5.469	0	3.418
Si	2.7345	2.7345	3.418
Si	8.2035	2.7345	3.418
Si	0	5.469	3.418
Si	5.469	5.469	3.418
Si	2.7345	8.2035	3.418
Si	8.2035	8.2035	3.418
Si	1.3607	1.3505	4.7522
Si	6.7847	1.4261	4.8155
Si	4.0562	4.1863	4.7758
Si	9.5213	4.1236	4.8338
Si	1.3199	6.8651	4.8024
Si	6.859	6.769	4.759
Si	4.0761	9.5934	4.7788
Si	9.5115	9.6026	4.7436
Si	2.7114	0.0142	6.1784
Si	8.1082	-0.025	6.1355
Si	-0.0754	2.6594	6.1032
Si	5.4384	2.88	6.1692
Si	2.6495	5.5014	6.2072
Si	8.1258	5.437	6.3038
Si	-0.121	8.2097	6.1231
Si	5.417	8.1093	6.0132
Si	3.8246	1.73	7.3773
Si	9.6921	1.0816	7.4528
Si	1.4813	3.8124	7.3954
Si	6.4401	4.4327	7.7364
Si	4.2221	6.7319	7.5041
Si	9.2507	7.0918	7.5478
Si	1.0215	9.8149	7.3794
Si	6.9343	9.2475	7.3308
O	9.7578	6.6782	24.9905
O	4.2017	1.3001	24.9209
O	8.0917	8.221	7.9727
O	2.6484	2.7591	7.9599
O	6.9089	4.1158	24.7936
O	1.4312	9.5881	24.7078
O	5.3165	5.6131	8.0369
O	-0.0694	0.0058	7.9023
O	6.8053	3.9362	9.2821
O	5.8927	9.8083	8.4871
O	9.8717	6.4303	8.951
O	1.5287	9.1093	8.7607
O	4.7528	1.3059	8.6775
O	0.595	4.3264	8.6856
O	8.9294	1.6035	8.829
O	3.7076	7.5717	8.8468
O	8.1942	8.2481	23.7976
O	9.0683	2.7347	24.0408
O	4.8807	5.678	23.9633
O	2.6738	3.0889	24.0443
O	10.8866	0.7936	23.9056
O	0.7908	4.94	24.547
O	3.0477	7.6037	23.8634
O	5.7157	10.3196	23.8863
Si	6.1925	-0.4673	22.3361
Si	4.3951	10.2672	19.8508
Si	2.576	14.1133	16.3317
Si	12.7548	5.8066	16.5199
Si	5.1746	-0.0442	9.4579
Si	6.6573	8.3258	15.9519
Si	2.934	5.0564	14.0639
Si	-3.2552	4.2893	16.0252
Si	17.0809	10.9666	17.3009
Si	6.6959	6.1308	18.1153
Si	7.3193	4.2157	10.82
Si	1.4702	10.2711	19.363
Si	11.5845	4.4597	12.4282
Si	8.7109	12.3405	16.5756
Si	5.6597	3.7563	13.5531
Si	9.1945	8.1004	14.0854
Si	-0.7914	10.9688	14.3522
Si	7.3729	10.3028	11.3886
Si	9.6645	10.1431	20.3364
Si	8.3732	8.4778	22.2154
Si	-0.644	2.1284	23.1471
Si	5.5296	8.9706	13.191
As	8.0591	12.54	21.0334
Si	0.62	11.6622	16.8259
Si	11.1388	5.6126	9.6016
Si	4.2771	7.0382	20.0416
Si	3.7054	6.3357	23.0289
Si	-0.7144	5.555	14.9166
Si	1.3777	7.1469	19.1224
Si	3.0477	9.9808	11.5339
Si	-1.6444	7.2458	19.7244
Si	2.3015	7.9636	9.6034
Si	1.621	4.1426	23.422
Si	4.4576	12.4134	15.1734
Si	11.7037	12.3418	11.995
Si	7.3726	7.3597	11.6528
Si	9.1984	1.6928	10.4423
O	7.5069	5.8781	10.9358
O	6.6655	4.1204	14.7695
O	10.8084	6.5718	19.5465
O	2.8683	10.8366	19.9428
O	7.6732	8.772	10.7963
O	-2.5242	0.2352	19.9837
O	2.3626	8.5492	11.1408
O	4.4646	4.8784	13.5625
O	14.999	2.5068	16.3965
O	6.9398	4.6496	17.4451
O	5.5413	8.5752	14.7689
O	0.4164	10.837	15.4356
O	8.1491	8.3067	15.3084
O	8.5971	13.9134	16.2411
O	7.4318	11.9331	17.4816
O	8.4785	7.3405	12.8415
O	5.8565	7.6209	12.2802
O	9.4402	-2.0871	19.3462
O	2.5277	15.4595	17.2708
O	-4.6426	6.9784	16.7714
O	12.346	10.6346	17.7915
O	-2.8009	6.5928	18.7803
O	12.3518	8.6794	19.613
O	6.3259	3.7985	12.0578
O	11.2945	5.2284	16.0817
O	0.4958	3.2154	22.6746
O	13.6893	6.473	19.7294
O	-8.9252	11.2211	11.954
O	2.7343	6.2266	15.2116
O	16.4144	11.372	15.8727
O	8.5982	3.1471	10.9679
O	10.6893	11.9761	13.2041
O	-1.4091	9.6091	21.8896
O	5.4593	6.2405	19.2057
O	-5.9359	10.747	21.2839
O	1.2595	13.8817	12.2271
O	10.8204	1.506	10.6251
O	1.4076	13.0744	16.7245
O	8.8233	11.5501	15.1278
O	5.1013	13.1837	13.8692
O	3.8066	10.3762	10.1546
O	6.2362	0.2574	10.6285
O	6.9282	9.1188	21.7779
O	-2.2078	5.4375	15.5338
O	9.6664	1.7438	21.685
O	4.4411	6.8396	21.6621
O	5.1678	11.0008	18.6091
O	8.632	0.3881	11.289
O	0.1649	10.8734	20.1322
O	6.7647	10.0398	12.9002
O	8.7623	7.1688	21.2983
O	-0.8654	1.089	17.4207
O	4.422	8.636	19.6725
O	10.8413	5.0599	11.1011
O	10.4282	7.1282	14.5097
O	7.3712	2.9123	20.373
O	4.1014	9.6738	12.7592
O	1.9595	5.375	12.7907
O	1.4816	6.5837	9.6601
O	6.651	9.4466	17.1159
O	7.2	11.7859	22.3773
O	2.52	5.2539	22.6161
O	-1.1256	9.5409	13.6474
O	13.3375	14.6033	14.7639
O	1.581	7.0677	17.5034
O	10.475	4.5558	13.6361
O	3.1055	11.6227	14.7463
H	2.9009	11.4734	13.811

Results
free energy: -140533.697 eV
free energy less fixed offsets of As -4856.12, H -15.97, O -568.88, Si -635.61 eV per atom: 6.993 eV

Forces (eV/angstrom), in the order of the atoms: element, x, y, z
Si	0.043	-0.0685	-0.1019
Si	-0.0968	0.0607	-0.0431
Si	0.1023	-0.1034	-0.1178
Si	-0.0987	0.083	-0.0555
Si	-0.0928	0.0773	-0.1592
Si	0.0971	-0.0586	-0.0551
Si	-0.0454	0.117	-0.0605
Si	0.0712	-0.0803	-0.0461
Si	0.0524	-0.0364	-0.0072
Si	-0.0122	0.027	-0.019
Si	0.0539	-0.0517	-0.0103
Si	-0.0171	0.0428	-0.0169
Si	-0.0352	0.0088	-0.0012
Si	0.0578	-0.0385	-0.0098
Si	-0.0273	0.0429	-0.0194
Si	0.0456	-0.0403	0.0083
Si	0.0199	0.0022	-0.0266
Si	-0.0113	0.0161	-0.0175
Si	-0.0369	0.0208	0.0027
Si	-0.0178	-0.0018	-0.0188
Si	-0.0171	0.0419	0.0138
Si	0.0022	0.0109	-0.0452
Si	-0.0261	-0.0106	-0.0433
Si	-0.0139	0.0098	-0.0198
Si	0.2814	-0.2004	0.0086
Si	0.0418	-0.3355	-0.094
Si	0.1367	-0.0321	-0.075
Si	-0.0346	-0.1406	0.3538
Si	0.3244	-0.0424	-0.0196
Si	-0.0239	0.3132	0.1315
Si	0.0483	0.1755	0.3939
Si	0.1142	-0.0253	-0.5394
Si	0.0332	0.0314	0.032
Si	-0.05	0.0803	-0.0155
Si	0.0218	0.0647	-0.0172
Si	0.0095	0.1081	-0.0224
Si	-0.0002	0.0337	-0.0445
Si	-0.0631	-0.024	0.0213
Si	-0.055	0.0349	-0.0301
Si	0.0644	0.0186	0.0131
Si	-0.042	-0.0275	-0.0184
Si	-0.0003	-0.0484	-0.0265
Si	0.0248	0.0054	-0.0043
Si	0.0181	-0.0603	-0.0149
Si	0.037	-0.0145	-0.0247
Si	0.0238	-0.0286	-0.016
Si	0.0593	-0.0422	-0.0287
Si	0.0118	0.0009	-0.0082
Si	-0.0205	0.0338	0.021
Si	0.0094	0.0251	0.0312
Si	0.0162	0.0666	0.02
Si	0.0236	0.0005	-0.0035
Si	-0.0463	0.0079	0.0385
Si	-0.0035	0.0314	0.0333
Si	-0.0031	-0.0139	-0.0029
Si	-0.1024	0.0555	0.0037
Si	0.0407	-0.0005	-0.0021
Si	0.0539	-0.0229	0.0317
Si	-0.0108	-0.0816	0.041
Si	-0.1138	-0.0898	-0.0259
Si	0.115	0.001	0.0121
Si	0.0199	0.008	-0.0114
Si	-0.0729	-0.0677	-0.0227
Si	-0.0003	-0.0886	0.0223
Si	-0.0436	-0.113	-0.3052
Si	-0.1017	0.2533	0.1252
Si	0.0184	0.1494	-0.0039
Si	-0.1177	0.1287	0.1983
Si	-0.2319	-0.001	0.2583
Si	-0.0392	-0.0393	-0.4233
Si	-0.2041	0.0689	0.0797
Si	-0.1319	-0.2035	-0.2381
Si	-0.0206	0.0346	0.0259
Si	0.0227	-0.0095	0.0118
Si	0.001	-0.0003	0.0294
Si	0.0132	-0.012	0.0177
Si	0.0064	-0.0193	0.0249
Si	-0.0098	-0.0047	0.0185
Si	0.0228	-0.0215	0.0264
Si	0.0142	-0.0046	0.0236
Si	-0.0263	-0.0138	-0.0358
Si	0.008	0.0036	-0.0251
Si	0.0306	-0.0527	-0.0214
Si	-0.0603	0.0357	-0.0074
Si	0.0163	0.0074	0.0062
Si	-0.0117	0.0179	-0.001
Si	-0.0131	0.0313	0.0093
Si	0.0033	-0.0301	-0.0247
Si	-0.0512	0.152	0.1454
Si	0.0884	-0.045	0.0666
Si	0.0794	-0.14	0.116
Si	-0.0851	0.0492	0.1077
Si	0.0826	-0.0597	0.0813
Si	-0.0726	0.0241	0.0594
Si	-0.0858	0.0703	0.0566
Si	-0.0071	-0.0652	0.1302
O	0.0479	-0.0363	0.1698
O	-0.0088	0.0149	0.1535
O	0.0244	-0.0074	-0.1167
O	0.0005	0.0155	-0.1619
O	-0.006	-0.0069	0.1303
O	-0.0025	0.0069	0.1192
O	-0.0125	0.0151	-0.0775
O	-0.0484	-0.0019	-0.1067
O	-0.0225	0.0031	-0.1668
O	0.0076	0.0311	-0.0557
O	-0.0007	0.0008	-0.0743
O	0.025	-0.0191	-0.0272
O	0.0006	-0.0476	-0.066
O	-0.0036	0.0266	-0.0668
O	0.006	-0.0171	-0.0923
O	-0.005	-0.0167	-0.062
O	0.0016	-0.0058	0.1093
O	0.0231	-0.0161	0.0693
O	-0.0015	0.0045	0.0657
O	-0.0166	0.0132	0.0751
O	0.0008	-0.0022	0.0761
O	-0.0105	-0.0049	0.0321
O	0.0055	-0.0064	0.0598
O	-0.0026	0.0077	0.0993
Si	0.0448	0.0293	-0.1402
Si	-0.0336	-0.0213	-0.0093
Si	0.0016	-0.0017	-0.013
Si	-0.0162	0.043	-0.0062
Si	0.0503	0.0215	0.0501
Si	-0.0057	0.0263	-0.0135
Si	-0.0044	0.0056	-0.0236
Si	0.0034	0.0146	0.0025
Si	-0.0094	-0.0088	0.027
Si	0.0185	0.0297	0.0333
Si	0.0157	0.0145	0.1187
Si	-0.0335	-0.0024	0.057
Si	0.0336	-0.0225	0.0972
Si	-0.0066	-0.0332	-0.0124
Si	-0.0171	0.0051	0.0187
Si	-0.0057	0.0062	0.0079
Si	-0.0069	0.0037	-0.012
Si	0.0064	-0.0118	0.107
Si	0.0185	0.0296	0.004
Si	0.0368	-0.0014	-0.1241
Si	-0.0402	-0.0199	-0.1113
Si	-0.013	0.0356	0.0167
As	-0.1288	0.1179	-0.1797
Si	-0.0033	-0.0497	0.0259
Si	-0.0073	-0.0242	0.0618
Si	-0.0196	0.0403	-0.0368
Si	0.0226	0.0113	-0.0667
Si	0.0184	-0.0191	-0.0316
Si	-0.0331	0.0406	0.0133
Si	0.0288	0.0265	0.1422
Si	0.0464	0.0464	0.0032
Si	0.0174	0.0394	0.0864
Si	-0.0336	-0.0012	-0.0158
Si	0.0132	0.0036	-0.0106
Si	-0.0249	-0.0134	0.0742
Si	-0.0077	0.0256	0.0936
Si	0.0383	-0.0263	0.1618
O	0.0086	-0.0009	-0.0424
O	0.0048	0.0038	0.0005
O	0.0245	-0.0064	0.0027
O	0.0258	-0.0008	-0.0006
O	-0.012	0.0013	-0.0269
O	-0.0254	0.0588	0.0614
O	-0.0128	-0.058	-0.0999
O	0.0021	-0.0037	0.0025
O	-0.0131	-0.0008	0.0168
O	-0.0071	-0.0077	-0.0107
O	0.009	-0.0207	0.011
O	0.0148	0.0097	0.0115
O	-0.004	-0.0073	0.015
O	0.0003	0.001	0.0007
O	0.0014	0.0018	-0.0004
O	0.0015	-0.0128	-0.0371
O	0.017	-0.0152	-0.0454
O	-0.0074	0.0027	0.0055
O	0.0032	-0.0122	-0.0081
O	-0.0067	-0.0076	-0.0094
O	0.0008	0.0211	-0.0526
O	-0.0283	-0.0157	-0.0081
O	0.0144	-0.0314	-0.0045
O	-0.0001	-0.0049	-0.0402
O	0.0054	-0.0109	0.0117
O	0.0095	0.0048	0.0841
O	-0.0117	-0.0045	0.0079
O	0.0044	-0.008	-0.0301
O	-0.0082	-0.0095	0.0181
O	0.0015	0.0143	-0.0114
O	-0.007	0.0062	-0.0679
O	-0.0048	0.003	-0.0005
O	0.0057	-0.011	0.0346
O	0.0076	-0.0118	-0.0044
O	-0.0069	-0.0105	0.0342
O	-0.0108	0.0031	-0.0246
O	-0.007	0.0275	-0.052
O	0.0001	0.0154	-0.0025
O	-0.0012	0.0067	0.0002
O	0.0066	-0.0091	-0.0105
O	0.0067	-0.0273	-0.0798
O	-0.0247	0.0014	-0.0672
O	-0.0351	-0.001	0.0642
O	-0.0015	0.0081	-0.0028
O	0.0122	-0.0061	0.0539
O	-0.0101	-0.0029	0.0794
O	0.0106	0.0049	0.002
O	-0.0109	0.0134	-0.0701
O	0.0154	-0.0211	0.0014
O	-0.003	0.0095	-0.0403
O	-0.012	0.0131	0.0205
O	0.003	0.014	-0.0187
O	0.0041	0.0019	0.0156
O	-0.015	0.0278	-0.0849
O	-0.0064	-0.0021	0.0079
O	0.1251	-0.2299	0.119
O	-0.0117	0.0028	-0.0425
O	0.001	-0.0029	-0.0018
O	0.0061	-0.0015	-0.0264
O	0.0036	-0.0009	-0.0098
O	-0.001	0.018	0.0234
O	-0.0062	-0.0046	0.0466
O	0.0079	0.0044	0.0035
O	-0.005	-0.0259	0.0247
O	0.0102	-0.0086	-0.0232
O	0.0007	0.0094	-0.0164
O	-0.0012	0.0137	-0.0047
H	0.0049	0.0082	0.0177

The program warned: the cutoff lies below the one the program advises for these potential files; the exchange-correlation potential is rough where the density is thin.
